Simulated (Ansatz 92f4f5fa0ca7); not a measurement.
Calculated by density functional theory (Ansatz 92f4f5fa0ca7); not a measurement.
Periodic cell of 228 atoms, Si134O93H1, from a study of silicon, its oxide and their interface. The atomic structure is a simulated model.
Doubt: the cutoff is low for norm-conserving oxygen, so forces and energies are approximate.
Doubt: the program's own warning below bears on the result.

Settings: functional HSE06; potential files SPMS norm-conserving; basis plane waves; wave-function cutoff 800 eV; density cutoff ratio 4; exchange-correlation grid ratio 1; k mesh 1 x 1 x 1, Gamma-centred; occupations fixed; spin none; net charge -1 e, with a uniform compensating background and no finite-size correction.

Cell vectors (angstrom)
a, 10.938, 0, 0
b, 0, 10.938, 0
c, 0, 0, 32.2986

Atoms: element, x, y, z (angstrom)
Si, 0.3063, -0.5158, 24.9989
Si, 5.7874, -0.0891, 25.0296
Si, 2.7592, 2.5086, 24.7074
Si, 8.0426, 2.8661, 24.6531
Si, -0.0771, 5.7285, 24.6537
Si, 5.6821, 4.9819, 24.7603
Si, 2.7661, 8.4491, 24.8118
Si, 7.9654, 8.4688, 24.9894
Si, 1.2675, 1.3577, 26.1177
Si, 7.0251, 1.4293, 26.2411
Si, 4.1655, 3.8515, 26.1235
Si, 9.5433, 4.2095, 25.9918
Si, 1.5787, 6.7429, 26.0308
Si, 6.7701, 6.7197, 26.0503
Si, 4.1054, 9.7088, 26.2321
Si, 9.6765, 9.3591, 26.3445
Si, 2.6807, 0.077, 27.5444
Si, 8.312, -0.0555, 27.5587
Si, -0.0653, 2.789, 27.4502
Si, 5.5423, 2.6573, 27.5741
Si, 2.8363, 5.3538, 27.4669
Si, 8.1805, 5.4689, 27.4808
Si, 0.1582, 8.0093, 27.5615
Si, 5.4536, 8.1823, 27.48
Si, 4.1018, 1.3673, 28.8803
Si, 9.5708, 1.3673, 28.8803
Si, 1.3673, 4.1018, 28.8803
Si, 6.8362, 4.1018, 28.8803
Si, 4.1018, 6.8362, 28.8803
Si, 9.5708, 6.8362, 28.8803
Si, 1.3673, 9.5708, 28.8803
Si, 6.8362, 9.5708, 28.8803
Si, 0, 0, 30.2476
Si, 5.469, 0, 30.2476
Si, 2.7345, 2.7345, 30.2476
Si, 8.2035, 2.7345, 30.2476
Si, 0, 5.469, 30.2476
Si, 5.469, 5.469, 30.2476
Si, 2.7345, 8.2035, 30.2476
Si, 8.2035, 8.2035, 30.2476
Si, 1.3673, 1.3673, 31.6148
Si, 6.8362, 1.3673, 31.6148
Si, 4.1018, 4.1018, 31.6148
Si, 9.5708, 4.1018, 31.6148
Si, 1.3673, 6.8362, 31.6148
Si, 6.8362, 6.8362, 31.6148
Si, 4.1018, 9.5708, 31.6148
Si, 9.5708, 9.5708, 31.6148
Si, 2.7345, 0, 0.6835
Si, 8.2035, 0, 0.6835
Si, 0, 2.7345, 0.6835
Si, 5.469, 2.7345, 0.6835
Si, 2.7345, 5.469, 0.6835
Si, 8.2035, 5.469, 0.6835
Si, 0, 8.2035, 0.6835
Si, 5.469, 8.2035, 0.6835
Si, 4.1018, 1.3673, 2.0507
Si, 9.5708, 1.3673, 2.0507
Si, 1.3673, 4.1018, 2.0507
Si, 6.8362, 4.1018, 2.0507
Si, 4.1018, 6.8362, 2.0507
Si, 9.5708, 6.8362, 2.0507
Si, 1.3673, 9.5708, 2.0507
Si, 6.8362, 9.5708, 2.0507
Si, 0, 0, 3.418
Si, 5.469, 0, 3.418
Si, 2.7345, 2.7345, 3.418
Si, 8.2035, 2.7345, 3.418
Si, 0, 5.469, 3.418
Si, 5.469, 5.469, 3.418
Si, 2.7345, 8.2035, 3.418
Si, 8.2035, 8.2035, 3.418
Si, 1.3822, 1.3548, 4.7712
Si, 6.7771, 1.4151, 4.8126
Si, 4.0811, 4.1243, 4.7934
Si, 9.5678, 4.1237, 4.7723
Si, 1.3284, 6.879, 4.8145
Si, 6.7789, 6.9108, 4.6896
Si, 4.027, 9.6445, 4.8357
Si, 9.5177, 9.6335, 4.7892
Si, 2.6552, 0.0489, 6.3163
Si, 8.1733, 0.1203, 6.1887
Si, 0.0657, 2.7739, 6.0866
Si, 5.3968, 2.7467, 6.2267
Si, 2.7397, 5.5415, 6.1627
Si, 8.1604, 5.5775, 5.9927
Si, -0.055, 8.2769, 6.1672
Si, 5.4704, 8.2893, 6.0946
Si, 3.7647, 1.6797, 7.6543
Si, 9.8159, 1.2941, 7.4453
Si, 1.5637, 3.9706, 7.4552
Si, 6.6229, 4.4522, 7.3113
Si, 4.3988, 6.6833, 7.4136
Si, 9.1822, 7.1738, 7.3828
Si, 0.9722, 9.8592, 7.6034
Si, 6.9874, 9.4588, 7.4705
O, 5.4851, 5.5208, 7.8385
O, -0.2351, -0.008, 7.8898
O, 2.726, 2.9204, 8.0094
O, 8.0925, 8.3099, 7.898
O, 1.5084, 9.4551, 24.3401
O, 6.851, 3.9372, 24.1584
O, 6.7693, 9.5596, 25.0471
O, 0.1325, 4.8196, 23.2957
O, 6.2589, 10.0219, 8.8519
O, 0.6617, 4.7378, 8.5869
O, 1.3689, 9.1484, 9.0145
O, 7.4933, 4.0828, 8.6486
O, 9.634, 6.4607, 8.7717
O, 4.3905, 0.9954, 9.0326
O, 3.9621, 7.3954, 8.8278
O, 9.3779, 2.1835, 8.7622
O, 5.6801, 0.3863, 23.4388
O, 8.5744, 1.968, 23.3255
O, 10.3158, 7.1116, 23.9048
O, 4.7158, 5.4727, 23.5006
O, 8.2805, 8.5361, 23.3727
O, 2.3233, 3.5219, 23.4557
O, 3.7795, 7.9383, 23.5744
O, 10.1595, -0.1387, 23.8188
Si, 6.4361, 12.2141, 15.5623
Si, -2.6374, 7.9047, 14.0896
Si, 7.4926, 4.0876, 16.7367
Si, -0.417, 3.7081, 19.936
Si, 14.2744, 2.1857, 13.1042
Si, 3.1089, 3.8266, 17.9672
Si, 3.6998, 7.473, 15.0087
Si, 4.3149, 0.8289, 22.6687
Si, 1.3458, 5.9655, 14.0269
Si, 4.3892, -0.7217, 20.2266
Si, 4.7521, 2.2225, 20.0829
Si, 7.9927, 2.7463, 9.418
Si, 9.4851, 3.716, 11.718
Si, 10.7971, 5.7128, 9.6205
Si, 2.8997, 4.4879, 11.6207
Si, 5.6537, 8.0079, 12.7029
Si, 9.9022, 1.1079, 22.8213
Si, 1.3264, 8.4002, 10.4487
Si, 9.9663, -1.0452, 20.5651
Si, 3.4135, 1.6115, 15.9279
Si, 7.2473, 6.5069, 21.0981
Si, 16.5554, 0.2352, 12.7682
Si, 0.0874, -2.153, 13.1274
Si, 9.5148, 5.0262, 14.5765
Si, -9.8069, 2.1622, 11.1845
Si, 3.5407, 7.3109, 19.73
Si, 1.8309, 9.8842, 15.4489
Si, 0.8728, 6.0441, 18.6353
Si, 7.5441, 3.6673, 19.8445
Si, 7.9229, -1.278, 16.6229
Si, 0.8825, 3.5255, 22.6855
Si, 5.0774, 5.993, 17.2691
Si, 7.1537, 9.0778, 19.4738
Si, 3.9625, 7.1914, 10.4458
Si, 9.4469, 7.6834, 22.6413
Si, 4.593, 6.853, 22.6358
Si, 5.8523, 0.4966, 9.5841
Si, 10.8722, -2.0322, 17.784
O, 10.0232, 0.4311, 21.3203
O, 4.4932, 7.2788, 13.6016
O, 11.1505, 2.1074, 23.0911
O, 6.9482, -1.7127, 17.8689
O, 3.5663, 8.9562, 19.5895
O, 0.0723, 7.2428, 17.8192
O, 8.1289, 3.1316, 10.9878
O, 4.476, 2.135, 21.6998
O, 1.8018, 3.6767, 10.7659
O, 13.2512, 0.4675, 15.6457
O, 5.9333, -1.2092, 20.3175
O, 2.1416, 5.1923, 12.8794
O, 2.8435, 8.2279, 11.0376
O, 3.9964, 3.4124, 12.2268
O, 16.5992, -1.3518, 13.0746
O, 3.7608, 6.7595, 21.248
O, 1.8113, 1.9145, 12.705
O, -14.2525, 8.724, 15.3313
O, -9.6423, 1.075, 10.0892
O, 3.8055, -0.4218, 21.7355
O, 3.16, 8.9942, 15.151
O, 11.7149, -1.143, 14.2113
O, 6.5063, 11.9632, 13.9268
O, 3.3017, 1.1646, 23.8971
O, 4.1059, -10.1738, 12.9184
O, 6.1461, 7.1176, 22.1598
O, -12.4691, 8.846, 13.3452
O, -0.8897, 4.9853, 10.855
O, 7.9111, 3.7445, 18.2677
O, 6.3604, 2.5335, 19.949
O, 14.4165, 2.6426, 14.6763
O, 4.3716, 11.6732, 19.4448
O, 7.1333, 7.4403, 13.0605
O, -2.2211, 6.4685, 21.8228
O, -2.0761, 4.3361, 15.9004
O, 2.0104, 6.8737, 19.4399
O, 2.4377, 6.4434, 15.1509
O, 13.7347, 2.4229, 17.2154
O, 9.4737, -1.5388, 17.0866
O, 6.9011, 1.6103, 9.0767
O, 4.7297, 7.1746, 16.2258
O, 19.9465, 6.5652, 14.6389
O, 4.1838, 4.6479, 17.0814
O, -1.923, 3.3962, 20.5552
O, 10.5366, 13.4572, 11.7435
O, 7.312, -3.4433, 19.8066
O, 0.4194, 9.1584, 11.5764
O, 0.8388, 6.8561, 10.2194
O, 4.6739, 6.6168, 18.7544
O, 15.858, 11.9167, 16.1554
O, 3.6861, 5.6189, 10.7567
O, 6.5878, 5.4643, 16.9164
O, 10.2657, -2.2749, 21.6233
O, 1.7366, 4.7439, 18.0269
O, 7.5452, 11.217, 16.2646
O, 9.0671, 4.2591, 13.213
O, 0.0269, 9.6121, 19.2846
O, 3.8053, 14.3274, 19.4094
O, 5.3699, 18.5972, 11.1377
O, 6.9096, 5.0138, 20.5381
O, 1.1601, -1.5141, 16.8645
O, 0.2094, 5.0264, 14.7352
O, 0.6229, -3.6628, 13.3998
O, 8.461, 9.8726, 19.9792
O, 6.0414, 0.4209, 11.2005
O, 6.7516, 2.8291, 15.9949
O, 0.7852, 3.5979, 21.068
O, 10.6111, 5.2816, 19.4434
O, -0.1983, 2.5841, 18.7797
H, 0.473, 2.7288, 18.095

Results
free energy: -56849.411 eV
free energy less fixed offsets of H -15.86, O -447.96, Si -113.29 eV per atom: 7.589 eV
gap between the highest filled and lowest empty level on this k mesh: 1.103 eV

The program warned: the cutoff lies below the one the program advises for these potential files; the model core charge is not resolved on the grid; the forces do not sum to zero within the program's tolerance; the exchange-correlation potential is rough where the density is thin.
